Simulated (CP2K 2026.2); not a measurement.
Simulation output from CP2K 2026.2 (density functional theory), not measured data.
Periodic cell of 504 atoms, Si360O144, from a study of silicon, its oxide and their interface. The atomic structure is a simulated model.
Doubt: the forces sum to 1.62 eV/angstrom along one axis rather than to zero, so they err by at least 0.0032 eV/angstrom per atom on average; the grid cutoff is modest.

Settings: functional PBE; method Gaussian and plane waves; basis set DZVP-MOLOPT-SR-GTH; pseudopotentials GTH-PBE; grid cutoff 300 Ry, relative cutoff 40 Ry; k points Gamma only; occupations fixed; spin none; net charge 0.

Cell vectors (angstrom)
a	16.32	0	0
b	0	16.32	0
c	-5.7006	6.0305	33.0319

Atoms and the computed forces on them: element, x, y, z (angstrom), force x, y, z (eV/angstrom)
Si	1.144	-1.075	-0.044	0.047	-0.348	0.719
Si	4.366	1.026	0.061	-0.127	0.154	0.752
Si	1.157	4.355	0.214	0.077	-0.102	0.717
Si	3.772	7.037	0.117	0.273	-0.098	0.769
Si	1.527	-7.064	0.048	-0.154	0.279	0.715
Si	4.339	-4.417	0.074	-0.129	0.183	0.777
Si	6.596	-1.207	0.014	0.223	-0.14	0.761
Si	9.43	1.663	0.04	0.044	-0.226	0.719
Si	7.12	3.745	0.265	-0.04	0.028	0.731
Si	9.682	6.582	0.144	-0.208	0.135	0.725
Si	6.66	9.813	0.165	0.065	-0.267	0.698
Si	-6.676	-4.239	0.038	-0.196	0.199	0.745
Si	-3.943	-1.648	-0.063	0.017	0.244	0.767
Si	-1.012	1.246	0.002	-0.278	0.061	0.696
Si	-4.316	4.467	0.046	0.154	-0.215	0.736
Si	-1.046	6.583	0.185	-0.173	0.043	0.717
Si	-4.498	-6.508	0.138	0.077	-0.203	0.74
Si	-1.969	-4.11	-0.294	0.469	-0.109	0.647
Si	2.712	-0.022	1.368	-0.009	-0.007	-0.048
Si	5.467	2.605	1.433	-0.016	-0.02	-0.063
Si	2.727	5.479	1.499	0.002	0.011	-0.056
Si	5.459	8.15	1.33	0.001	-0.001	-0.048
Si	2.705	-5.49	1.347	0.022	-0.027	-0.062
Si	5.427	-2.75	1.35	0.002	0.006	-0.051
Si	8.224	-0.007	1.255	-0.011	0.005	-0.04
Si	-5.378	2.816	1.375	-0.012	0.005	-0.068
Si	8.195	5.396	1.493	0.003	0.004	-0.059
Si	-5.522	8.173	1.426	0.003	-0.029	-0.028
Si	8.146	-5.337	1.485	0.02	0.003	-0.043
Si	-5.45	-2.729	1.367	0.01	-0.035	-0.064
Si	-2.713	0.013	1.138	0.001	-0.028	-0.057
Si	0.033	2.734	1.466	-0.008	-0.002	-0.042
Si	-2.718	5.496	1.409	-0.008	0.003	-0.051
Si	0.028	8.174	1.476	0.011	-0.008	-0.062
Si	-2.863	-5.439	1.417	-0.003	0.015	-0.047
Si	-0.103	-2.866	0.955	-0.039	0.025	-0.06
Si	1.42	1.371	2.76	-0.004	-0.009	0.021
Si	4.116	4.046	2.734	0.002	-0.009	0.018
Si	1.373	6.827	2.862	0.01	0.003	0.033
Si	4.089	9.498	2.735	0.002	-0.015	0.024
Si	1.277	-4.066	2.542	0	0.045	-0.014
Si	4.046	-1.411	2.711	0.015	0.003	0.032
Si	6.86	1.272	2.749	0.025	0.003	0.048
Si	9.592	4.088	2.829	-0.002	-0.016	0.051
Si	6.78	6.79	2.733	0.007	0.015	0.013
Si	9.463	-6.786	2.788	0.003	0.012	0.027
Si	6.787	-4	2.802	-0.023	0	0.028
Si	-6.794	-1.34	2.682	-0.02	0.012	0.002
Si	-4.032	1.345	2.616	0.006	-0.009	-0.008
Si	-1.403	4.069	2.761	0.012	0.022	0.021
Si	-4.064	6.874	2.761	-0.001	-0.001	0.026
Si	-1.402	-6.767	2.713	-0.008	-0.018	0.014
Si	-4.133	-4.057	2.794	0.002	0.019	0.027
Si	-1.356	-1.424	2.491	-0.009	-0.027	0.033
Si	-0.013	-0.064	3.969	0.006	-0.015	-0.033
Si	2.752	2.725	4.119	0.007	-0.005	0.02
Si	-0.027	5.429	4.122	-0.006	0.011	-0.008
Si	2.753	8.184	4.157	0.01	-0.014	0.003
Si	-0.011	-5.396	4.019	0.017	-0.013	-0.018
Si	2.643	-2.76	4.008	0.003	-0.006	0.011
Si	5.445	-0.058	4.078	0.007	0.012	-0.017
Si	8.19	2.687	4.107	-0.009	0.01	-0.011
Si	5.447	5.423	4.098	-0.002	0.005	0.005
Si	8.119	-8.165	4.117	-0.001	-0.014	-0.001
Si	5.428	-5.43	4.093	-0.016	-0.014	-0.019
Si	8.178	-2.662	4.109	0.002	-0.006	0.003
Si	-5.413	0.019	4.017	0.004	0.016	-0.001
Si	-2.734	2.677	4.077	-0.007	0.02	-0.004
Si	-5.393	5.481	4.137	-0.007	0.007	-0.004
Si	-2.715	8.204	4.121	-0.011	-0.003	0.009
Si	-5.47	-5.441	4.133	0.014	0	-0.002
Si	-2.694	-2.677	4.025	-0.011	0.023	-0.025
Si	1.338	-1.363	16.32	-0.009	0	-0.001
Si	4.073	1.353	16.324	0.005	0.006	-0.003
Si	1.37	4.067	16.323	-0.014	-0.004	-0.003
Si	4.093	6.813	16.263	0.003	-0.002	-0.013
Si	1.383	-6.779	16.334	0.009	-0.002	0.007
Si	4.092	-4.068	16.342	0.003	-0.002	-0.006
Si	6.751	-1.359	16.356	0.008	-0.006	0.01
Si	-6.83	1.359	16.335	-0.018	0.01	0.003
Si	6.791	4.046	16.299	-0.005	0.007	-0.003
Si	-6.805	6.806	16.308	0.005	0.01	0.001
Si	6.8	-6.793	16.298	-0.01	0.006	-0.011
Si	-6.779	-4.075	16.264	0.018	-0.004	-0.018
Si	-4.063	-1.376	16.346	-0.001	-0.012	0.005
Si	-1.323	1.351	16.306	-0.004	-0.001	-0.011
Si	-4.122	4.074	16.28	-0.001	-0.01	-0.011
Si	-1.35	6.813	16.291	0.008	0.012	-0.012
Si	-4.08	9.519	16.316	0.003	0.011	-0.01
Si	-1.366	-4.053	16.358	-0.012	-0.004	-0.006
Si	2.691	-0.003	17.664	-0.013	0.002	0.002
Si	5.419	2.718	17.693	0	-0.005	0.017
Si	2.769	5.446	17.622	0.001	0.003	-0.027
Si	5.42	8.173	17.64	0.009	0.003	0.007
Si	2.756	-5.423	17.717	0.009	0.014	-0.013
Si	5.429	-2.74	17.762	-0.002	-0.001	0.02
Si	8.075	0.043	17.7	-0.01	0	-0.008
Si	-5.462	2.724	17.68	0.022	0.036	0.027
Si	8.16	5.405	17.628	0.002	-0.012	0.001
Si	-5.44	8.161	17.683	-0.004	0.002	0.008
Si	8.196	-5.425	17.607	-0.018	0.003	-0.007
Si	-5.463	-2.74	17.673	-0.009	-0.008	0.012
Si	-2.637	-0.032	17.669	0.023	-0.01	-0.009
Si	0.018	2.7	17.697	0.011	0.012	0.008
Si	-2.764	5.457	17.588	-0.001	0.004	-0.022
Si	0.014	-8.151	17.66	-0.014	-0.01	0.023
Si	-2.762	-5.409	17.685	0	0.009	-0.001
Si	0.016	-2.71	17.738	-0.01	-0.002	0.006
Si	1.44	1.388	19.092	0.016	0.004	-0.038
Si	4.102	4.127	19.041	-0.001	0.025	-0.01
Si	1.452	6.815	18.961	0.013	0.02	-0.023
Si	4.159	-6.755	19.07	0.012	-0.002	-0.015
Si	1.36	-4.106	19.091	0.014	-0.013	-0.022
Si	3.944	-1.404	19.064	-0.023	-0.009	-0.015
Si	6.694	1.362	19.129	0.031	-0.02	-0.023
Si	-6.857	4.062	19.063	-0.016	0.008	-0.037
Si	6.778	6.769	18.927	-0.016	-0.024	-0.02
Si	-6.798	9.568	19.003	0.032	0.003	-0.011
Si	6.913	-4.108	19.042	0.018	0.016	-0.009
Si	9.442	-1.365	18.963	-0.012	-0.005	-0.045
Si	-4.025	1.337	18.941	-0.006	0.004	-0.029
Si	-1.417	4.115	18.919	0.011	-0.016	-0.035
Si	-4.113	6.737	19.017	-0.019	-0.013	0.002
Si	-1.399	-6.804	18.985	-0.003	0.011	-0.037
Si	-4.121	-4.063	19.095	-0.019	-0.013	-0.016
Si	-1.262	-1.302	19.14	-0.022	0.043	-0.018
Si	0.152	0.058	20.544	-0.027	-0.063	0.044
Si	2.767	2.826	20.445	-0.024	-0.021	0.089
Si	0.01	5.451	20.188	0.003	-0.002	0.031
Si	2.772	8.189	20.378	-0.008	0.001	0.034
Si	-0.028	-5.482	20.384	0.008	0.01	0.054
Si	2.678	-2.795	20.538	0.012	0.001	0.06
Si	5.236	-0.02	20.42	0.024	0.055	0.055
Si	8.058	2.743	20.482	-0.01	0.017	0.039
Si	5.474	5.466	20.397	0.011	-0.009	0.046
Si	8.205	8.086	20.201	-0.021	-0.019	0.031
Si	5.697	-5.534	20.44	0.008	-0.052	0.011
Si	8.154	-2.666	20.451	-0.006	-0.004	0.026
Si	-5.453	-0.021	20.196	0.01	0.007	0.031
Si	-2.705	2.725	20.304	0.018	-0.01	0.045
Si	-5.435	5.388	20.436	0.005	-0.038	0.066
Si	-2.771	-8.198	20.314	-0.003	-0.009	0.065
Si	-5.542	-5.435	20.494	0.039	0.004	0.072
Si	-2.704	-2.648	20.417	0.013	0.004	0.033
Si	1.279	-1.491	22.006	0.243	0.219	-0.795
Si	4.077	1.473	21.868	0.013	-0.083	-0.815
Si	1.073	3.976	21.631	0.245	0.048	-0.687
Si	4.373	7.08	21.687	-0.159	-0.164	-0.708
Si	1.09	-7.111	21.656	0.091	0.162	-0.709
Si	4.429	-3.991	21.607	-0.107	0.002	-0.661
Si	6.406	-1.596	21.659	0.205	0.043	-0.738
Si	-6.644	1.441	21.534	-0.235	-0.067	-0.72
Si	7.062	4.453	21.822	-0.252	-0.361	-0.759
Si	-6.999	6.649	21.64	0.266	0.072	-0.701
Si	6.854	-7.235	21.791	0.147	0.375	-0.601
Si	9.79	-3.714	21.807	-0.23	-0.23	-0.658
Si	-4.311	-1.45	21.635	0.205	0.059	-0.696
Si	-1.086	1.719	21.661	-0.04	-0.205	-0.727
Si	-4.396	3.65	21.638	0.161	0.259	-0.758
Si	-1.119	6.991	21.488	-0.108	-0.001	-0.656
Si	-3.92	-6.679	21.685	-0.452	-0.326	-0.586
Si	-1.695	-4.379	21.618	0.416	0.408	-0.577
Si	1.388	-6.682	-2.942	0.008	-0.063	0.101
Si	-4.571	-6.622	24.743	-0.051	-0.029	-0.093
Si	7.341	6.681	25.923	0.072	0.065	-0.053
Si	5.155	6.638	-2.554	0.001	0.088	0.062
Si	-3.235	4.606	-2.856	-0.003	0.117	0.142
Si	5.893	-4.697	-3.938	0.025	0.08	0.004
Si	-2.137	-4.652	-6.853	0.059	-0.029	-0.065
Si	-8.097	-0.332	23.74	0.017	-0.011	-0.184
Si	0.078	-4.765	-5.012	0.027	0.084	-0.024
Si	4.957	-8.03	25.666	-0.025	0.046	-0.032
Si	6.036	3.094	-6.44	0.056	0.012	0
Si	8.029	7.851	-4.91	0.055	-0.023	0.108
Si	-1.009	2.544	-2.871	-0.004	-0.006	0.156
Si	7.148	-4.003	-6.783	0.015	-0.035	-0.022
Si	-5.116	4.366	-5.275	0.055	0.102	-0.048
Si	2.863	5.324	23.761	0.028	0.099	-0.123
Si	-2.112	6.132	24.278	0.028	0.053	-0.055
Si	-4.46	-5.16	-4.952	0.011	-0.142	0.045
Si	7.889	-2.963	-2.289	0.051	0.053	0.091
Si	8.145	4.678	-4.64	0.021	0.003	0.003
Si	-5.229	0.188	-2.227	0.001	-0.03	0.158
Si	5.27	3.29	23.907	0.073	-0.002	-0.01
Si	-4.511	4.68	24.474	-0.08	-0.066	-0.133
Si	5.171	-7.549	-4.613	0.044	0.018	-0.032
Si	-7.136	4.369	25.652	0.053	0.011	0.044
Si	-0.94	-1.888	-4.414	-0.031	-0.097	-0.06
Si	4.753	-2.14	-6.922	-0.132	0.055	-0.013
Si	-7.331	-7.782	24.006	-0.084	0.011	-0.247
Si	3.223	-4.302	-2.822	0.03	-0.058	0.095
Si	3.313	2.068	-6.75	0.048	0.121	-0.058
Si	-4.47	-3.743	25.992	0.041	-0.066	-0.021
Si	8.034	0.765	-6.563	0.071	0.081	-0.069
Si	2.191	-3.725	-6.985	0.025	-0.027	-0.119
Si	1.512	-5.617	24.345	-0.021	-0.026	0.031
Si	-2.89	0.339	23.857	-0.114	-0.036	-0.167
Si	-0.271	-3.29	23.8	-0.045	0.043	0.016
Si	3.729	-0.182	-4.803	0.012	0.047	-0.067
Si	2.622	0.097	24.231	0.029	-0.139	0.019
Si	-2.76	0.378	-4.032	-0.041	-0.06	0.053
Si	1.69	-1.787	-2.975	-0.001	0.045	0.159
Si	4.264	2.051	-2.819	-0.148	0.067	0.093
Si	1.796	3.813	-2.716	-0.007	0.061	0.028
Si	6.373	4.14	-2.549	0.002	0.023	0.09
Si	-6.014	-7.232	-6.759	-0.062	0.064	-0.016
Si	-7.209	-3.172	24.627	-0.088	-0.113	-0.173
Si	6.238	-3.78	25.766	-0.019	-0.009	0.057
Si	-1.934	-1.842	25.775	-0.051	-0.147	0.037
Si	4.289	-5.59	24.235	-0.05	0.084	0.019
Si	-2.969	-6.242	-2.392	0.149	0.081	0.149
Si	-6.152	-3.098	-6.226	0.093	-0.022	-0.105
Si	-1.862	7.301	-2.739	-0.027	-0.006	0.033
Si	0.98	6.658	-3.887	-0.009	0.069	0.067
Si	7.913	8.062	-1.955	0.016	0.026	0.054
Si	-7.14	-1.02	-4.432	-0.023	-0.092	0.086
Si	1.335	-1.377	5.39	0.003	0.005	0.014
Si	4.109	1.339	5.438	0.012	0.008	0.014
Si	1.359	4.072	5.456	0.004	0.005	0.011
Si	4.094	6.785	5.474	0.003	0.001	0.012
Si	1.345	9.566	5.426	-0.008	0.001	0.008
Si	4.028	-4.084	5.411	0.001	0.007	0.003
Si	6.798	-1.361	5.476	-0.002	0.013	0.018
Si	9.557	1.341	5.442	-0.004	-0.01	0
Si	6.819	4.064	5.446	0.007	-0.004	0.001
Si	-6.803	6.814	5.465	0.008	0	0.01
Si	6.778	-6.79	5.466	-0.01	0.003	0
Si	-6.814	-4.059	5.463	-0.006	0.001	0.008
Si	-4.061	-1.337	5.398	-0.004	-0.002	0.005
Si	-1.346	1.309	5.387	-0.004	-0.012	0.002
Si	-4.062	4.066	5.456	0.004	0.001	0.007
Si	-1.369	6.812	5.463	0.013	-0.002	0.015
Si	-4.087	-6.779	5.478	-0.009	-0.003	0.01
Si	-1.358	-4.05	5.405	-0.009	-0.001	-0.003
Si	2.71	-0.018	6.764	-0.001	-0.004	-0.005
Si	5.452	2.709	6.805	0.003	-0.005	-0.001
Si	2.715	5.435	6.816	-0.002	0.003	0.005
Si	5.44	-8.163	6.828	-0.002	-0.009	0.002
Si	2.702	-5.427	6.809	-0.007	-0.001	-0.009
Si	5.411	-2.736	6.786	0.001	-0.002	-0.003
Si	8.175	0.002	6.808	-0.002	0.005	0.001
Si	-5.432	2.716	6.811	-0.003	0.004	-0.003
Si	-8.153	5.434	6.812	-0.004	0.003	-0.002
Si	-5.444	-8.15	6.826	0	-0.001	-0.001
Si	-8.173	-5.428	6.815	0	-0.003	-0.001
Si	10.9	-2.699	6.782	0.001	0.002	-0.003
Si	-2.715	0.002	6.786	-0.004	0.004	-0.008
Si	-0.002	2.683	6.776	0.006	-0.001	-0.005
Si	-2.712	5.432	6.815	0	-0.003	-0.003
Si	0.002	8.184	6.793	-0.002	-0.009	0.003
Si	-2.708	-5.408	6.794	-0.008	-0.001	0.003
Si	-0.005	-2.715	6.789	0.003	-0.004	-0.005
Si	1.361	1.341	8.144	-0.003	0.002	-0.005
Si	4.08	4.069	8.16	-0.002	0.003	-0.007
Si	1.357	6.814	8.158	0.004	0.001	-0.003
Si	4.065	-6.797	8.164	-0.001	-0.006	-0.002
Si	1.35	-4.067	8.163	0.005	-0.003	0
Si	4.068	-1.364	8.145	0.002	-0.002	-0.006
Si	6.815	1.36	8.166	0.013	0.01	0.003
Si	-6.795	4.073	8.168	0.001	-0.003	0
Si	6.807	6.796	8.173	0	0.007	-0.003
Si	-6.804	-6.784	8.173	0.005	-0.002	0
Si	6.776	-4.079	8.163	-0.015	-0.016	-0.001
Si	9.531	-1.361	8.159	-0.006	0.006	-0.006
Si	-4.067	1.358	8.161	0.003	0.006	-0.004
Si	-1.347	4.061	8.152	-0.008	0.006	-0.006
Si	-4.081	6.793	8.167	-0.011	-0.01	-0.005
Si	-1.361	-6.785	8.155	0.01	0.007	-0.012
Si	-4.073	-4.06	8.156	0.007	0.003	-0.002
Si	-1.365	-1.36	8.152	-0.002	0.003	0.002
Si	-0.003	-0.005	9.514	-0.001	-0.007	-0.001
Si	2.716	2.707	9.51	0.006	0.003	0.001
Si	0.002	5.439	9.51	0.011	-0.003	-0.004
Si	2.714	-8.156	9.527	-0.003	0.001	0.002
Si	-0.001	-5.435	9.52	0	0.001	0.002
Si	2.715	-2.714	9.519	-0.003	-0.001	-0.001
Si	5.44	-0.007	9.504	0.001	0.01	-0.008
Si	-8.155	2.718	9.529	-0.007	0.009	0.001
Si	5.437	5.435	9.52	-0.002	-0.003	0.002
Si	-8.158	-8.155	9.527	0.006	-0.004	0.004
Si	5.427	-5.44	9.526	0.002	-0.005	-0.001
Si	8.157	-2.72	9.51	0.002	-0.001	-0.006
Si	-5.434	0	9.519	-0.002	0	-0.003
Si	-2.712	2.717	9.522	-0.003	0.004	0.001
Si	-5.436	5.432	9.525	-0.003	0.006	0
Si	-2.718	-8.155	9.513	-0.002	-0.002	-0.008
Si	-5.434	-5.423	9.519	0	0.001	0
Si	-2.718	-2.711	9.525	-0.002	-0.002	-0.003
Si	1.354	-1.36	10.878	0.002	0.006	0.001
Si	4.081	1.352	10.866	0	-0.005	0.002
Si	1.36	4.077	10.871	0	0.006	0.003
Si	4.078	-9.52	10.878	0.003	0.004	-0.002
Si	1.356	-6.794	10.884	-0.001	-0.003	-0.002
Si	4.071	-4.074	10.881	-0.002	0.003	0
Si	6.8	-1.361	10.873	0.001	-0.008	-0.003
Si	-6.793	1.358	10.883	-0.003	0.004	0.001
Si	-9.525	4.074	10.878	0.008	0.004	0.003
Si	-6.795	-9.521	10.874	0.007	-0.007	0.001
Si	-9.525	-6.797	10.882	-0.01	-0.001	0.003
Si	9.517	-4.072	10.88	-0.001	-0.003	0.001
Si	-4.084	-1.359	10.886	0.001	0.004	0
Si	-1.359	1.355	10.882	-0.001	0.009	-0.005
Si	-4.074	4.074	10.884	-0.003	0.002	0.002
Si	-1.359	6.802	10.873	-0.006	-0.001	-0.004
Si	-4.074	-6.792	10.873	-0.002	-0.005	0
Si	-1.355	-4.074	10.877	0.001	-0.008	0
Si	2.721	-0.003	12.228	0	0.002	-0.004
Si	5.436	2.709	12.234	-0.005	0.005	0.003
Si	2.718	5.437	12.234	0	-0.003	0.004
Si	5.436	-8.158	12.239	0.005	-0.009	0.004
Si	2.712	-5.43	12.243	0.001	-0.006	0.004
Si	5.436	-2.716	12.237	0.003	-0.004	0.002
Si	8.163	-0.005	12.235	0.002	0.013	-0.001
Si	-5.434	2.715	12.247	0.004	0.006	0.006
Si	-8.161	5.438	12.223	-0.003	0.009	-0.001
Si	-5.435	-8.157	12.226	-0.006	-0.001	0.002
Si	-8.165	-5.432	12.238	0.005	-0.005	0.002
Si	10.874	-2.716	12.251	0.001	-0.005	0.002
Si	-2.726	0	12.243	-0.007	-0.011	-0.002
Si	0.001	2.718	12.237	-0.009	-0.008	0.001
Si	-2.714	5.441	12.237	-0.003	0.004	0.003
Si	-0.003	8.163	12.241	0.003	0.002	-0.002
Si	-2.709	-5.435	12.233	0.006	0.017	-0.004
Si	0.002	-2.72	12.244	-0.003	0.001	0.001
Si	1.367	1.355	13.587	0.005	-0.001	0
Si	4.077	4.073	13.59	0.007	-0.001	0.012
Si	1.355	6.797	13.593	-0.003	0.008	0.002
Si	4.077	-6.789	13.593	-0.003	0.006	-0.001
Si	1.36	-4.072	13.615	-0.002	0.005	0.006
Si	4.07	-1.361	13.597	-0.006	0.006	-0.004
Si	6.794	1.343	13.592	0.012	-0.005	0.003
Si	-6.81	4.08	13.585	-0.012	0.011	-0.001
Si	6.805	-9.524	13.583	0.005	-0.005	0.007
Si	-6.802	-6.804	13.581	0.005	0.001	0.005
Si	6.797	-4.067	13.601	-0.011	0.003	-0.002
Si	9.517	-1.352	13.617	-0.006	-0.009	0.005
Si	-4.085	1.349	13.617	0.008	0.006	0.004
Si	-1.362	4.074	13.599	0.007	0.001	0.003
Si	-4.072	6.81	13.588	-0.005	0.003	0.006
Si	-1.346	9.541	13.606	-0.01	-0.011	0.001
Si	-4.07	-4.083	13.591	0.006	-0.02	0.005
Si	-1.369	-1.365	13.593	-0.005	0.013	0
Si	0.004	-0.01	14.934	-0.003	-0.005	-0.001
Si	2.721	2.712	14.955	-0.008	-0.012	0.007
Si	0.005	5.427	14.957	-0.005	-0.001	0.004
Si	2.71	8.174	14.941	0.007	-0.009	0.002
Si	0.003	-5.417	14.991	0.003	0.009	0.007
Si	2.724	-2.715	14.976	0.011	0.015	0.002
Si	5.425	-0.007	14.959	-0.003	-0.003	0.004
Si	8.156	2.705	14.939	0.002	0.003	0
Si	5.452	5.43	14.935	-0.001	0.004	-0.001
Si	8.157	-8.159	14.943	-0.005	-0.002	0.005
Si	5.434	-5.426	14.957	0.006	-0.005	0.005
Si	8.139	-2.698	14.973	0.004	-0.01	0.009
Si	-5.441	-0.006	14.996	0.005	0.006	0.009
Si	-2.718	2.71	14.966	-0.002	0.006	0
Si	-5.454	5.455	14.929	0.006	-0.006	0.005
Si	-2.712	8.177	14.946	0.005	0.003	0.006
Si	-5.431	-5.454	14.931	-0.002	-0.003	-0.009
Si	-2.72	-2.723	14.962	0.01	-0.002	-0.001
O	-3.831	-0.591	22.936	-0.291	-0.134	0.28
O	3.89	-4.961	22.805	-0.447	-0.291	0.023
O	-7.082	-4.12	23.302	-0.386	-0.346	0.185
O	0.868	-6.626	-1.392	-0.418	0.455	0.013
O	-0.014	2.863	22.152	-0.004	-0.019	0.199
O	5.484	-5.504	-0.365	0.303	-0.018	-0.421
O	5.51	-2.355	25.618	0.083	0.165	-0.402
O	-3.889	4.047	23.125	0.191	-0.187	0.133
O	-6.694	4.246	-5.025	0.021	-0.258	-0.263
O	-8.091	2.706	-0.382	-0.076	0.155	-0.267
O	0.198	-1.371	-3.4	-0.003	0.65	0.267
O	-2.845	-5.489	21.648	0.2	0.265	0.083
O	-4.813	-1.096	-1.331	-0.284	-0.235	-0.309
O	6.89	-4.122	-2.807	0.041	-0.368	0.254
O	7.786	-7.024	23.158	0.071	0.443	0.083
O	2.66	8.146	-0.323	0.043	-0.012	-0.292
O	2.965	1.067	22.988	-0.408	0.265	-0.023
O	4.184	6.378	-1.306	0.067	-0.352	-0.036
O	-8.108	5.561	22.138	0.171	0.092	0.178
O	-1.992	-0.57	24.814	0.323	0.246	-0.144
O	-3.662	4.077	-1.387	0.177	-0.077	-0.024
O	-1.838	3.886	-3.206	0.395	0.146	-0.398
O	1.939	-1.379	-1.436	0.559	0.107	-0.143
O	-1.803	6.181	22.711	-0.283	-0.405	-0.055
O	-5.638	-4.055	-5.025	-0.368	0.056	0.345
O	5.624	8.052	22.118	-0.117	-0.331	0.195
O	-3.828	-7.017	-1.254	-0.171	-0.612	-0.297
O	2.696	-1.076	-3.981	-0.137	-0.167	0.036
O	1.922	-3.384	-3.105	-0.654	-0.239	-0.391
O	1.888	3.756	-1.102	0.583	-0.095	0.028
O	-1.459	-4.207	23.231	-0.5	-0.056	0.182
O	7.57	-6.923	-1.126	0.09	0.408	-0.151
O	5.266	2.077	22.821	0.553	-0.155	0.102
O	-1.316	2.118	-1.336	-0.218	0.188	-0.033
O	4.728	-1.178	-5.608	0.407	-0.185	0.31
O	6.881	-0.789	22.987	-0.251	0.23	0.427
O	3.639	6.55	23.048	-0.015	0.408	0.055
O	-0.071	-2.232	22.577	-0.749	0.199	-0.301
O	1.707	-6.56	23.052	0.532	-0.243	0.112
O	1.501	0.822	25.155	-0.55	-0.209	-0.042
O	5.859	6.987	25.341	0.029	-0.459	-0.563
O	-7.654	-3.504	-6.627	-0.051	0.29	0.078
O	-4.184	3.73	25.73	-0.091	0.141	0.504
O	-2.035	-5.089	-1.651	0.086	-0.207	-0.313
O	7.794	0.451	25.068	-0.377	0.022	0.143
O	-3.76	-7.479	25.864	-0.088	-0.248	0.408
O	4.546	7.664	-3.621	-0.639	0.034	-0.16
O	-7.189	0.639	22.837	-0.221	-0.061	0.427
O	-4.804	3.208	-6.362	0.505	-0.226	0.282
O	5.746	2.687	-2.786	0.286	-0.497	0.062
O	6.374	4.478	-0.976	-0.344	0.362	-0.021
O	-5.329	-2.637	22.127	-0.062	-0.158	0.195
O	3.687	-3.915	-1.322	-0.212	0.354	-0.061
O	2.376	5.772	25.222	-0.517	-0.077	0.222
O	6.657	1.607	-6.609	-0.021	-0.362	-0.002
O	-5.036	-6.438	-5.754	0.137	-0.196	0.035
O	-7.285	-3.63	-1.354	0.146	0.322	-0.518
O	-0.789	-3.509	-4.418	-0.16	-0.342	0.539
O	-3.771	1.314	24.794	-0.412	0.06	-0.111
O	-4.231	-5.089	25.131	0.033	-0.098	-0.049
O	-6.182	-1.606	-5.608	0.241	0.445	-0.127
O	5.412	2.854	25.469	0.252	-0.262	0.256
O	3.937	-0.277	25.109	0.229	0.097	0.008
O	8.106	-0.058	-5.167	-0.367	0.179	0.303
O	0.333	-5.9	-3.895	-0.466	-0.051	-0.081
O	-6.244	-0.188	-3.403	0.102	0.464	-0.103
O	-3.062	6.221	-2.952	-0.316	0.234	-0.126
O	5.487	-0.08	-0.393	0.165	0.092	-0.057
O	5.57	-6.264	-3.718	-0.016	-0.159	0.402
O	-1.537	7.334	-1.16	0.019	0.247	0.018
O	2.036	-1.19	23.44	0.112	-0.234	0.222
O	6.494	4.169	23.334	0.245	0.151	0.213
O	-4.066	-7.054	23.263	0.116	-0.432	0.192
O	-5.491	5.534	-0.345	0.157	0.2	-0.552
O	8.038	6.252	-4.9	-0.17	0.015	-0.144
O	5.587	-4.781	24.693	0.393	-0.033	-0.321
O	1.249	6.35	-5.444	0.079	-0.221	0.085
O	0.044	0.075	-0.431	0.041	0.085	-0.446
O	5.404	-2.792	22.183	0.08	-0.006	0.538
O	-7.91	-7.891	-3.443	0.276	0.446	-0.159
O	6.537	-8.029	-5.325	-0.017	-0.326	-0.438
O	-7.275	-1.648	24.121	0.668	-0.01	0.072
O	-3.873	0.755	-2.909	0.29	0.243	0.022
O	-3.31	-2.669	25.655	-0.172	0.138	-0.158
O	-2.334	-1.203	-3.907	-0.295	-0.281	0.143
O	-3.716	6.078	24.579	-0.195	0.508	0.284
O	-0.823	-5.366	-6.225	0.137	-0.717	-0.318
O	-2.916	-2.806	-0.629	0.162	-0.035	-0.439
O	-6.016	1.237	-1.278	-0.132	-0.058	-0.365
O	-1.633	7.51	24.963	0.419	0.366	-0.236
O	6.967	3.883	-5.396	-0.088	0.124	0.019
O	1.091	-4.125	23.925	0.525	0.176	0.037
O	-3.33	0.724	-5.498	0.033	0.054	-0.034
O	1.576	4.848	22.914	-0.302	-0.028	0.504
O	-7.242	-7.892	-5.962	0.169	0.002	-0.086
O	4.064	-7.33	-5.766	-0.119	0.529	-0.012
O	2.932	0.814	-5.8	-0.676	-0.009	0.069
O	-3.975	-5.547	-3.461	-0.259	0.241	0.001
O	-0.018	8.065	22.06	0.033	-0.024	0.306
O	7.887	4.305	-3.084	0.441	0.057	0.176
O	7.814	5.195	25.525	-0.166	-0.227	-0.449
O	-6.58	7.533	22.958	0.353	0.186	-0.096
O	6.566	7.193	-2.01	0.036	-0.27	0.175
O	-7.851	-2.217	-3.603	0.017	-0.077	-0.176
O	1.637	5.375	-3.136	0.104	0.21	0.264
O	-6.19	-6.835	24.683	0.069	0.412	0.251
O	-7.966	7.75	25.261	0.058	0.248	0.173
O	0.022	5.43	-0.295	0.089	-0.102	-0.231
O	6.561	-4.549	-5.389	-0.037	0.057	-0.216
O	4.493	0.758	-3.751	0.314	-0.102	-0.065
O	7.108	-1.872	-1.383	0.24	-0.054	-0.204
O	-7.44	2.795	25.512	0.033	-0.099	-0.371
O	-5.522	2.523	22.01	0.012	-0.056	0.445
O	-1.863	1.209	22.985	-0.097	0.072	0.273
O	3.13	3.107	-3.32	-0.174	0.237	-0.235
O	0.381	-6.31	25.243	-0.631	0.208	-0.212
O	3.792	1.615	-1.335	-0.539	0.149	-0.15
O	-5.599	-5.399	-0.366	0.036	-0.192	-0.379
O	4.464	2.983	-6.035	0.043	0.217	0.135
O	2.791	-5.857	-2.981	0.345	-0.347	-0.105
O	2.93	-5.454	25.127	-0.144	-0.166	0.746
O	-7.038	1.786	-6.677	0.065	0.095	0.121
O	-1.457	1.306	-3.803	0.477	-0.134	-0.195
O	-4.654	5.828	-5.82	0.203	0.34	0.514
O	-0.752	-1.362	-5.936	0.164	0.348	-0.154
O	1.595	8.1	-3.425	0.236	-0.119	0.244
O	-1.393	4.809	24.859	0.227	-0.15	-0.089
O	0.536	2.9	-3.166	0.088	-0.355	-0.313
O	4.652	-7.164	24.326	0.239	-0.304	-0.51
O	1.503	-4.327	-5.657	0.404	0.086	0.105
O	3.762	-3.422	-6.751	0.301	-0.367	0.136
O	-0.684	-2.723	25.241	0.367	-0.276	0.371
O	-3.208	-4.466	-5.681	0.279	0.173	0.081
O	-2.193	-7.471	-3.141	0.354	0.223	-0.189
O	0.52	3.28	25.815	0.246	0.141	-0.41
O	3.863	4.066	23.815	-0.167	-0.112	0.099
O	4.452	-3.953	-3.818	0.018	0.317	-0.485
O	-0.608	6.768	-3.601	-0.198	-0.097	-0.139
O	-5.933	-3.225	25.589	-0.303	0.41	0.453
O	5.415	5.224	-3.277	-0.373	-0.153	-0.665
O	-4.351	4.107	-3.896	-0.122	-0.385	0.234
O	-6.115	4.859	24.484	-0.379	-0.021	-0.184
O	7.808	-3.612	25.471	0.161	-0.081	0.388
O	-7.259	7.22	-1.213	0.396	-0.058	-0.162

Results
total energy: -101656.207 eV
total energy less fixed offsets of O -438.25, Si -107.07 eV per atom: -3.007 eV
